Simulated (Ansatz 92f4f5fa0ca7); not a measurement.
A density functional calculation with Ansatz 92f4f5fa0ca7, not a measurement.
Periodic cell of 153 atoms, Si99O54, from a study of silicon, its oxide and their interface. The atomic structure is a simulated model.

Settings
functional: r2SCAN
potential files: Ansatz norm-conserving
basis: plane waves
wave-function cutoff: 1300 eV
density cutoff ratio: 4
exchange-correlation grid ratio: 1
k mesh: 2 x 2 x 1, shifted by 0.5 0.5 0.5 of a step
self-consistency stop: 5e-08 eV per atom in the density residual
occupations: Fermi-Dirac, 0.05 eV
spin: none
net charge: 0

Cell vectors (angstrom)
a, 11.5799, -0.0752, 0.0522
b, -0.0752, 11.6348, 0.0258
c, 0.0892, 0.044, 19.7667

Atoms: element, x, y, z (angstrom)
Si, 0.0018, 0.2517, 0.3695
Si, -0.3774, 4.4501, 0.2659
Si, -0.1537, 7.6875, 0.0305
Si, 4.5719, -0.9374, -0.0932
Si, 3.5543, 3.966, 0.1341
Si, 3.8282, 6.8841, -0.0761
Si, 7.3897, -0.7994, -1.1806
Si, 8.0668, 4.5311, -0.0835
Si, 7.5187, 7.4881, 0.4223
Si, 1.3889, -0.8774, 2.0459
Si, 1.5399, 3.7667, 1.3295
Si, 1.9228, 7.3522, 1.2021
Si, 6.6446, -0.0466, 1.4469
Si, 5.4859, 4.0337, 1.4374
Si, 5.9102, 7.5288, 2.0365
Si, 9.1861, 0.225, 1.4319
Si, 9.3092, 3.9658, 1.9073
Si, 9.5708, 7.9816, 1.6167
Si, 1.6557, 1.5976, 2.632
Si, 1.6155, 5.59, 2.8867
Si, 3.2873, 9.5075, 1.6836
Si, 5.2571, 1.6153, 2.6448
Si, 5.4978, 5.6026, 3.1785
Si, 5.8864, 9.7731, 2.9063
Si, 9.6806, 1.9485, 2.9315
Si, 9.3865, 6.0376, 3.071
Si, 9.9227, 10.1777, 2.7808
Si, -0.1614, 2.197, 4.2963
Si, -0.3061, 5.9687, 4.2224
Si, 0.2975, 9.895, 4.0329
Si, 3.6153, 2.028, 4.1648
Si, 3.4846, 6.0428, 4.4194
Si, 3.4305, 9.9322, 4.1378
Si, 7.2162, 2.0355, 4.184
Si, 7.4285, 6.0493, 4.4363
Si, 7.8753, 10.055, 4.1607
Si, 0.2088, 0.2018, 5.7213
Si, -0.1966, 4.0801, 5.4895
Si, 0.1309, 7.8642, 5.5833
Si, 3.6379, 0.0398, 5.5872
Si, 3.7017, 3.9665, 5.9474
Si, 3.845, 7.944, 5.4844
Si, 7.5525, 0.2001, 5.8683
Si, 7.7548, 3.9991, 5.3448
Si, 7.8923, 8.1988, 5.5219
Si, 2.0423, -0.1077, 7.0921
Si, 1.6923, 3.559, 6.9968
Si, 1.9998, 7.9151, 6.93
Si, 5.7199, -0.2921, 6.9147
Si, 5.8537, 3.8679, 6.9252
Si, 6.1265, 8.05, 6.9367
Si, 9.7526, 0.0064, 6.844
Si, 9.4049, 3.8923, 6.6993
Si, 9.654, 7.708, 6.833
Si, 1.7474, 1.7961, 8.6576
Si, 1.6574, 5.8082, 8.0736
Si, 1.889, 9.5089, 8.5552
Si, 6.0797, 1.73, 7.9699
Si, 5.7061, 5.7301, 8.1229
Si, 5.5626, 9.5038, 8.6612
Si, 9.9103, 1.9015, 8.4186
Si, 9.3048, 5.751, 8.0291
Si, 9.4033, 9.8771, 8.2098
Si, -0.0195, 2.5064, 10.2219
Si, -0.2864, 5.932, 9.5128
Si, -0.0444, 10.1064, 9.7161
Si, 4.0689, 2.0136, 9.117
Si, 3.8143, 6.6406, 9.252
Si, 3.6863, 9.8234, 9.8847
Si, 8.0181, 1.5904, 9.4772
Si, 7.3378, 5.7051, 9.6564
Si, 7.5994, 9.6703, 9.9249
Si, -0.2272, 0.4777, 11.1366
Si, -0.7847, 4.4686, 11.3651
Si, 0.0536, 7.8797, 10.78
Si, 3.6123, 0.6944, 10.8354
Si, 3.7877, 4.3129, 10.3271
Si, 4.1269, 8.0407, 11.8632
Si, 8.2578, 0.1015, 11.3871
Si, 7.8919, 3.7011, 11.0073
Si, 8.1317, 7.6253, 11.1079
Si, 2.4813, 6.7941, 14.0463
Si, 9.1251, 4.456, 16.8925
Si, 6.3514, 6.4687, 13.5801
Si, 7.4343, 0.1121, 14.3381
Si, 14.5112, 3.6547, 13.1956
Si, 9.0327, 9.5506, 16.3643
Si, 4.4037, -2.7812, 15.378
Si, -0.2123, 6.5301, 13.4513
Si, 0.065, 9.7649, 17.6059
Si, 4.4702, -0.3253, 13.4847
Si, -2.8447, 1.7429, 16.8662
Si, 14.0379, 1.7961, 18.291
Si, -5.7523, 3.8786, 12.68
Si, -2.9138, 6.8641, 15.2379
Si, 1.8349, 1.0135, 13.0361
Si, 2.9409, 10.6687, 17.2858
Si, 11.3802, 2.8136, 17.349
Si, 5.7928, 8.6185, 17.9704
O, -0.2655, -0.9783, -0.9247
O, 1.3002, 2.773, -2.5346
O, 1.2828, 1.0916, -0.4552
O, -0.5708, 6.1302, 0.1116
O, -0.166, 7.9388, -1.5717
O, 3.2658, -1.5475, -1.0394
O, 5.885, -1.4442, -1.7832
O, -3.1411, -1.0419, -4.7474
O, 1.647, 2.5441, -6.49
O, 4.4208, 7.9172, -1.2944
O, 3.7208, 10.1949, -3.6871
O, 7.6672, 0.7233, -1.7695
O, 8.5109, -1.6204, -2.0223
O, 8.6909, 5.2863, -1.5487
O, 7.222, 5.8542, 0.4945
O, 7.1646, 8.0543, -1.2493
O, 5.3155, 8.4367, -3.3173
O, -1.6882, -0.012, 11.6441
O, 0.2972, 0.5697, 12.8115
O, 2.7991, 7.3567, 12.6069
O, -0.3541, 5.1442, 12.7484
O, -4.4412, 7.3605, 14.6939
O, -0.8563, 9.9886, 16.4048
O, 2.7427, 4.3882, 11.5996
O, 3.1535, -3.6806, 14.9957
O, 5.3393, 4.4791, 11.2062
O, 7.9916, 0.2702, 12.9812
O, 9.6189, 7.4287, 10.6258
O, 0.8785, 6.7711, 14.4794
O, 7.2017, 3.2867, 12.5264
O, 14.6248, 0.5989, 17.3765
O, 9.5334, 3.3471, 11.4783
O, 7.5167, -4.9332, 12.2719
O, 8.09, 14.8057, 17.1429
O, 4.4398, 3.0665, 13.3503
O, 2.9771, 0.4239, 13.8656
O, 3.6212, 2.6673, 19.0804
O, 4.7551, 0.1495, 11.919
O, 2.7858, 5.0738, 14.1626
O, 4.555, 9.6273, 13.8596
O, 8.1752, 1.3885, 15.2754
O, 9.1549, -3.6683, 16.2271
O, 5.9645, -6.6422, 13.8413
O, 11.6897, 7.6432, 12.4237
O, -0.8038, 3.3862, 18.7643
O, 2.1016, 0.9965, 11.4532
O, 5.1511, 7.2034, 12.8544
O, 1.404, 10.112, 16.8982
O, -1.6483, 6.9494, 14.0889
O, 5.8438, 0.0358, 14.3382
O, 10.7227, 4.1055, 16.6389
O, 3.8672, 5.3904, 18.9005
O, 8.4271, 5.2909, 15.7755
O, 10.4499, 1.525, 16.9892

Results
free energy: -36690.715 eV
free energy less fixed offsets of O -463.61, Si -117.95 eV per atom: 21.275 eV
pressure: -1.64 GPa
stress xx, yy, zz, yz, xz, xy (GPa, positive in tension): 1.1, 2.53, 1.27, -1.16, 1.07, 0.87

Forces (eV/angstrom), in the order of the atoms: element, x, y, z
Si, 0.6093, -2.2221, -3.0824
Si, -2.4677, -0.2673, -0.0492
Si, -0.1636, -0.18, 0.5256
Si, -1.3885, 0.3416, 0.5602
Si, 0.5586, 3.3628, 1.3156
Si, 1.3471, -0.7097, -0.4172
Si, 0.4025, 1.458, 0.7099
Si, -1.0991, 0.9949, -0.1725
Si, -0.0754, 0.4108, -1.2163
Si, -0.0545, 1.3938, 0.0847
Si, 0.953, -0.1823, 0.9174
Si, 0.5419, 1.3956, 0.0844
Si, 0.2091, -0.7535, -1.285
Si, 0.4507, -2.3056, 0.1525
Si, -1.84, 1.6915, -1.2543
Si, 0.6695, 0.9103, -0.0328
Si, 1.7043, 0.8836, -1.5414
Si, 0.3445, 1.0333, -0.6175
Si, -0.1127, 0.9507, 1.444
Si, 0.5327, 0.9215, -0.1994
Si, -0.6997, -0.795, 0.9635
Si, 2.4829, 1.8641, -0.6115
Si, -0.242, 0.3084, 0.2865
Si, -0.3977, -0.1441, 0.4425
Si, -2.7398, -0.3904, 0.3082
Si, -1.3236, 0.176, -0.8807
Si, -1.4943, -1.8485, 0.6252
Si, 1.7195, -1.992, -0.6614
Si, 1.7027, 0.6152, 0.1471
Si, -0.6126, 0.9246, 1.0829
Si, -1.1129, -0.0882, 0.7304
Si, 0.2735, -3.0986, -0.72
Si, 1.3597, -1.5272, -1.0491
Si, 1.2146, -0.8842, -0.4313
Si, 0.5774, 0.6822, -0.4651
Si, 0.2573, 0.6809, 0.376
Si, -0.6768, -0.797, -2.0464
Si, 0.9195, -0.2852, 1.2099
Si, -0.5248, 0.6861, -1.1025
Si, 2.0904, 1.0098, -0.8883
Si, 0.1646, -0.0698, -2.2987
Si, 0.9897, 1.8528, 1.1275
Si, 2.4142, 0.1049, -3.0753
Si, -3.0604, -0.5844, -0.2138
Si, -0.5504, -0.8405, -0.8334
Si, -1.6136, 0.1589, 2.2413
Si, -0.4223, 1.3044, 0.3624
Si, -0.4031, -1.2848, 0.0394
Si, -2.1238, -0.5743, 1.0738
Si, 0.3231, -1.1644, -1.3247
Si, -2.2778, -1.9231, 0.1605
Si, -0.5587, 1.4217, 0.4649
Si, 2.3968, -1.4897, 2.6902
Si, 0.5911, 1.4726, 1.0273
Si, 0.2762, 0.5935, -1.5208
Si, 0.7704, -0.418, 0.6912
Si, -0.6959, 1.1552, -0.8949
Si, -0.0537, 0.4173, 1.0444
Si, -0.6622, 2.2371, 0.0096
Si, 1.3247, 0.9449, -0.6345
Si, 1.0212, 1.0862, -1.45
Si, 0.0564, 0.2623, 1.9219
Si, 0.9927, -2.2814, 1.8732
Si, 0.525, -0.3542, -2.1686
Si, -0.1028, -0.0927, -0.6991
Si, -0.4745, -0.6987, 0.102
Si, -0.5893, 2.1927, 1.1995
Si, -0.5453, -2.031, 0.8811
Si, -0.1304, 1.1447, 1.6525
Si, -2.6354, 1.5222, 2.2315
Si, 2.2826, 0.6749, 0.3636
Si, 0.2683, 0.8407, 1.0732
Si, -0.0457, -1.7233, 2.6484
Si, 1.1255, -0.8818, -2.207
Si, -3.5556, 0.8556, -0.8842
Si, 0.4512, -2.669, -1.4346
Si, 2.1734, 0.9667, 0.1451
Si, -0.8135, -1.4742, -0.3635
Si, 1.6191, -1.3453, -1.433
Si, 1.1153, -2.0259, -1.4587
Si, -2.2613, -1.9923, -1.8794
Si, -1.0503, -2.6601, 1.5153
Si, 0.8262, -0.6132, 2.1121
Si, 2.6769, 2.1284, -2.5058
Si, 3.0729, 0.3706, 8.4952
Si, -0.6667, 1.9918, -0.0379
Si, 2.928, 3.4181, -2.443
Si, -1.6346, 3.6563, -2.5657
Si, -4.1523, 3.1127, -0.7785
Si, -0.3227, -2.5475, 3.0999
Si, 1.1501, -1.011, 1.1116
Si, -2.1413, -2.5404, -2.5579
Si, -2.7611, -0.9613, 0.2407
Si, -8.1953, 3.6387, 0.0821
Si, 0.457, 1.3267, -3.4583
Si, -4.6225, 1.6551, -1.4592
Si, -4.0521, 1.0632, 0.097
Si, -1.3854, 0.8505, 1.7189
Si, 3.3144, -0.6836, -0.5488
O, 0.1879, 1.0611, 2.0127
O, 1.9378, -1.2446, 1.0974
O, -0.0983, 0.6647, -0.2022
O, 0.347, -4.1964, -0.5656
O, 0.6043, 4.1581, -0.8216
O, 1.0906, 0.8667, 0.5054
O, 0.171, 1.5266, 1.6354
O, -1.6132, -1.9421, 1.1179
O, 1.6804, 2.8089, 1.5303
O, -3.1432, -2.775, 3.4487
O, 0.5635, -0.1526, -0.7267
O, 1.2921, 0.8844, -1.1652
O, -0.5074, 0.1559, 0.6288
O, -0.1602, -1.1849, 2.5677
O, 1.3405, 0.1505, -1.2287
O, -1.4209, -1.2076, 2.1594
O, 2.057, -1.9402, -2.9444
O, -1.5601, 0.0079, -1.7222
O, 0.3007, -1.0722, 0.0096
O, -0.3193, 0.8606, -1.8156
O, 0.1384, -2.1488, -0.2964
O, 0.7951, -1.3532, 0.1459
O, -5.2441, -0.5096, -2.5198
O, -0.0482, -1.2611, 1.2701
O, 0.4615, -2.2125, 0.9882
O, -0.4165, -1.5205, 1.6131
O, 0.15, 0.7503, -5.9183
O, 2.8373, 0.5569, 1.3208
O, 4.0572, -0.1006, 2.1016
O, 4.8936, -2.1561, -1.6339
O, 0.2304, 0.5151, 0.1025
O, -1.4249, 1.9714, 0.3777
O, 0.8238, 0.0652, 1.242
O, 1.3376, -0.7419, 0.1363
O, 0.2153, -0.1995, -1.1124
O, 4.2793, -3.1852, 1.6313
O, -0.8968, -2.4598, -3.0905
O, -0.5558, -0.052, 2.1863
O, 0.1537, 1.0428, -1.0019
O, -0.6007, 0.6207, -0.6315
O, -0.7023, -0.9782, 1.573
O, -0.7129, -0.1672, 0.7272
O, 0.6696, -0.3727, 0.1509
O, 0.0521, -0.1417, -0.4039
O, 1.6863, 0.7845, 2.5252
O, 3.5554, -0.8946, -1.7514
O, -0.9415, 1.3964, 0.0688
O, 4.6098, 0.7816, 0.3178
O, -1.9678, -0.8723, 1.3083
O, -1.1593, 0.7879, 0.177
O, -1.3236, 1.0509, -2.2162
O, -0.3921, 0.5737, 1.4047
O, 0.1054, 1.2626, -1.8712
O, -2.0617, 0.025, -0.0426
